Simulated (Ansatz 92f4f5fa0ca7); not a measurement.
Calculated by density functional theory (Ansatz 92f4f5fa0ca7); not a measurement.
Periodic cell of 214 atoms, Si132O78H4, from a study of silicon, its oxide and their interface. The atomic structure is a simulated model.
Doubt: the cutoff is far below the 930 eV that the study's wrapper takes by default for these files, so forces and energies are approximate.
This geometry differs little from another in the collection (a relaxation step or a small displacement).

Settings: functional PBE; potential files Ansatz PAW; basis plane waves; wave-function cutoff 580 eV; density cutoff ratio 5; exchange-correlation grid ratio 1; k mesh 1 x 1 x 1, Gamma-centred; self-consistency stop 5e-08 eV per atom in the density residual; occupations fixed; spin none; net charge 0.

Cell vectors (angstrom)
a  10.938  0  0
b  0  10.938  0
c  0  0  31.2387

Atoms: element, x, y, z (angstrom)
Si  10.425  0.5378  23.784
Si  6.0891  10.3606  23.8878
Si  2.2546  3.1173  23.7877
Si  8.6095  2.3748  23.8251
Si  0.6305  4.9918  23.8664
Si  4.9809  5.9485  23.8811
Si  3.2558  7.6517  23.9064
Si  7.7808  8.546  23.856
Si  1.2855  1.3993  25.0835
Si  6.917  1.2941  25.0806
Si  4.0661  4.0932  25.0244
Si  9.6684  4.0882  25.041
Si  1.4816  6.7532  25.1607
Si  6.7796  6.8464  25.1296
Si  4.1804  9.5078  25.035
Si  9.5618  9.6111  25.0209
Si  2.7436  -0.0141  26.3728
Si  8.2404  -0.0285  26.506
Si  0.0008  2.7475  26.5158
Si  5.4827  2.7085  26.3811
Si  2.7845  5.4009  26.5312
Si  8.2251  5.4526  26.3986
Si  0.0209  8.1943  26.3897
Si  5.4713  8.2086  26.5208
Si  4.1018  1.3673  27.8205
Si  9.5708  1.3673  27.8205
Si  1.3673  4.1018  27.8205
Si  6.8362  4.1018  27.8205
Si  4.1018  6.8362  27.8205
Si  9.5708  6.8362  27.8205
Si  1.3673  9.5708  27.8205
Si  6.8362  9.5708  27.8205
Si  0  0  29.1877
Si  5.469  0  29.1877
Si  2.7345  2.7345  29.1877
Si  8.2035  2.7345  29.1877
Si  0  5.469  29.1877
Si  5.469  5.469  29.1877
Si  2.7345  8.2035  29.1877
Si  8.2035  8.2035  29.1877
Si  1.3673  1.3673  30.555
Si  6.8362  1.3673  30.555
Si  4.1018  4.1018  30.555
Si  9.5708  4.1018  30.555
Si  1.3673  6.8362  30.555
Si  6.8362  6.8362  30.555
Si  4.1018  9.5708  30.555
Si  9.5708  9.5708  30.555
Si  2.7345  0  0.6835
Si  8.2035  0  0.6835
Si  0  2.7345  0.6835
Si  5.469  2.7345  0.6835
Si  2.7345  5.469  0.6835
Si  8.2035  5.469  0.6835
Si  0  8.2035  0.6835
Si  5.469  8.2035  0.6835
Si  4.1018  1.3673  2.0507
Si  9.5708  1.3673  2.0507
Si  1.3673  4.1018  2.0507
Si  6.8362  4.1018  2.0507
Si  4.1018  6.8362  2.0507
Si  9.5708  6.8362  2.0507
Si  1.3673  9.5708  2.0507
Si  6.8362  9.5708  2.0507
Si  0  0  3.418
Si  5.469  0  3.418
Si  2.7345  2.7345  3.418
Si  8.2035  2.7345  3.418
Si  0  5.469  3.418
Si  5.469  5.469  3.418
Si  2.7345  8.2035  3.418
Si  8.2035  8.2035  3.418
Si  1.3281  1.398  4.8347
Si  6.7768  1.4014  4.7398
Si  4.0846  4.1325  4.884
Si  9.5615  4.1197  4.7214
Si  1.3872  6.8175  4.7062
Si  6.7894  6.8716  4.872
Si  4.0946  9.5785  4.7429
Si  9.5275  9.6073  4.8146
Si  2.6978  -0.0474  6.1184
Si  8.1209  0.0882  6.1481
Si  -0.0658  2.8131  6.1811
Si  5.4457  2.6955  6.2326
Si  2.6909  5.5701  6.248
Si  8.1951  5.4161  6.1348
Si  -0.0006  8.1471  6.0299
Si  5.4016  8.3095  6.2749
Si  4.442  0.8504  7.4016
Si  9.0383  1.8939  7.3537
Si  0.8171  4.66  7.392
Si  7.313  3.5999  7.3744
Si  3.5461  7.4434  7.4963
Si  10.0348  6.3553  7.2533
Si  1.6778  9.1222  7.3326
Si  6.2871  10.2405  7.4172
H  6.994  3.9796  8.7887
H  9.3891  1.5013  8.7544
O  3.9562  0.8211  9.0053
O  6.5846  10.384  9.0692
O  0.8367  9.6526  8.6866
O  3.9781  7.1043  9.0718
O  9.8012  6.7255  8.8518
O  1.0067  4.5159  9.0422
H  2.8064  7.9483  22.5148
H  5.3667  5.6119  22.4702
O  7.9635  3.1523  22.445
O  0.1235  11.0357  22.309
O  0.4979  5.6771  22.3385
O  2.5576  2.5237  22.2414
O  5.9132  -0.1296  22.3023
O  8.1479  7.9158  22.3432
Si  10.9801  9.2194  13.9932
Si  5.8912  8.1409  16.4201
Si  9.1692  0.9532  19.1682
Si  3.2347  7.1238  17.5757
Si  2.2686  4.587  19.0038
Si  0.7129  2.4344  14.5762
Si  7.1629  5.7751  11.6213
Si  8.6316  3.1542  20.9525
Si  5.5017  3.3556  12.0331
Si  1.2518  3.6913  10.4168
Si  2.4571  0.7647  18.3051
Si  2.9672  9.3986  19.7341
Si  5.9639  3.5697  16.162
Si  3.1126  2.3019  20.7293
Si  7.2824  5.9653  14.6569
Si  6.1622  1.2346  14.3168
Si  9.9737  4.8014  15.6608
Si  8.3568  3.6437  18.0908
Si  10.7235  1.5153  11.735
Si  3.999  10.0017  14.6744
Si  3.6044  1.555  10.4116
Si  6.8075  9.3935  10.3381
Si  5.1383  -0.156  20.8852
Si  0.5474  9.6191  10.2779
Si  2.4679  10.0816  12.2348
Si  8.9075  7.8918  20.8953
Si  7.271  9.5744  18.884
Si  8.4317  10.7017  12.836
Si  3.0502  5.4085  12.4078
Si  10.7467  5.288  20.9133
Si  9.1842  7.453  10.1445
Si  1.4718  6.6352  14.9189
Si  4.7156  7.2349  10.5153
Si  2.892  3.0973  16.5255
Si  1.1572  10.6741  16.0552
Si  0.1115  10.3046  20.8565
O  7.8472  8.2868  9.7468
O  10.0633  9.0224  20.9056
O  8.0824  4.0412  19.6732
O  4.8126  7.2608  17.2407
O  11.0096  9.5509  15.6022
O  9.3591  4.5787  17.1747
O  3.1833  1.6085  17.1217
O  4.1212  9.4662  20.8992
O  0.7407  1.9951  13.0026
O  8.482  1.5794  20.5237
O  3.2644  3.7887  20.0461
O  0.9296  5.1861  19.7216
O  3.1367  0.5099  11.6016
O  2.3671  7.2408  16.1754
O  6.018  2.3172  13.1428
O  8.4756  10.5922  18.5076
O  6.6638  9.0936  17.4666
O  5.0736  8.9946  15.3174
O  6.2181  10.4979  19.7083
O  3.6469  6.7388  11.6522
O  0.6199  7.6853  13.9623
O  10.31  8.5362  10.6921
O  10.3797  3.4056  14.9045
O  4.7321  0.4841  14.4402
O  1.9573  9.1508  10.9942
O  9.4782  9.5437  13.3972
O  2.6642  10.2348  15.5778
O  4.4484  1.3481  20.7652
O  6.0301  6.2706  10.5563
O  2.0693  1.5831  19.6702
O  3.5295  10.5634  18.7215
O  4.9189  2.4405  10.8131
O  0.5384  1.1045  15.4606
O  2.375  2.5618  10.1188
O  4.2962  4.3415  12.5674
O  6.3719  4.6754  15.0426
O  2.7304  8.1438  18.7484
O  8.8594  5.5723  14.7552
O  5.3484  8.7417  10.759
O  6.885  4.1607  11.6393
O  6.925  6.3935  13.1224
O  0.2203  0.223  10.787
O  6.8388  3.772  17.5134
O  1.1845  -0.0399  17.6639
O  10.1509  3.7658  21.116
O  6.3789  2.0604  15.7
O  9.2512  1.0951  12.3183
O  7.8142  8.2732  19.7284
O  1.8719  3.737  17.6477
O  1.8086  4.7254  11.5677
O  4.3594  3.7866  16.3913
O  2.1457  3.0964  15.0631
O  1.5842  9.7306  20.5014
O  7.4941  10.1286  11.6232
O  10.6035  0.4383  19.7181
O  3.5691  9.3939  13.214
O  10.7995  2.881  10.8142
O  9.6027  6.4284  20.5922
O  6.9772  7.2072  15.6574
O  1.1016  10.2036  13.1884
O  7.421  0.226  14.0393
O  0.3882  5.7002  15.6976
O  9.1071  2.169  18.0667
O  2.4719  5.848  13.8805
O  8.6728  6.2649  11.1747
O  3.1914  5.734  18.3742

Results
free energy: -128336.974 eV
free energy less fixed offsets of H -15.97, O -568.88, Si -635.61 eV per atom: 0.066 eV

Forces (eV/angstrom), in the order of the atoms: element, x, y, z
Si  -0.0125  0.0113  -0.0869
Si  0.0243  -0.0678  -0.2147
Si  0.0231  0.0468  -0.0406
Si  0.0224  -0.0152  -0.0581
Si  -0.0018  -0.0461  -0.1382
Si  0.0036  -0.0038  -0.0496
Si  0.0237  -0.0081  -0.0453
Si  0.0085  0.0417  -0.0644
Si  0.054  -0.0007  0.032
Si  -0.0239  0.0739  0.0768
Si  -0.0269  -0.1187  0.0071
Si  -0.0162  0.0625  0.0783
Si  -0.045  0.0528  0.0538
Si  0.0634  -0.0079  -0.0104
Si  -0.0275  0.0936  0.0554
Si  -0.0278  -0.1103  0.0137
Si  -0.0144  -0.032  -0.0244
Si  0.0215  0.0109  -0.0493
Si  -0.0145  0.0037  -0.0555
Si  0.0101  0.0401  -0.021
Si  -0.0076  -0.0041  0.0196
Si  0.0088  -0.0376  -0.0229
Si  0.0054  0.0529  -0.0228
Si  0.0164  0.0349  0.0143
Si  -0.035  -0.0521  -0.5583
Si  0.0664  -0.0086  0.4593
Si  0.0409  -0.1116  0.6534
Si  0.0429  -0.1157  -0.5071
Si  0.1075  -0.1168  0.512
Si  0.0162  0.0618  -0.4788
Si  0.0746  -0.0096  -0.4914
Si  0.0939  0.0425  0.476
Si  0.0004  0.1028  0.0127
Si  0.0486  -0.0053  -0.0004
Si  -0.1073  0.0175  0.0363
Si  -0.025  -0.0694  0.0166
Si  0.0665  0.0027  0.0012
Si  -0.0063  0.1108  0.0284
Si  -0.0267  -0.0601  0.0069
Si  -0.0396  0.0386  0.0178
Si  0.0461  -0.086  -0.0143
Si  -0.0279  0.0294  0.0166
Si  0.044  -0.0441  -0.0303
Si  -0.0175  0.0293  -0.0012
Si  -0.0336  0.0225  0.013
Si  0.0568  -0.0524  -0.0153
Si  -0.0038  0.0028  0.0023
Si  0.0388  -0.0341  -0.0313
Si  -0.0815  0.0693  0.0218
Si  0.0231  -0.0177  -0.0023
Si  0.0416  -0.0188  -0.0043
Si  -0.0497  0.0582  0.0265
Si  0.0279  -0.0235  -0.0061
Si  -0.0631  0.0519  0.0219
Si  -0.0453  0.0566  0.0281
Si  0.0297  -0.0354  -0.0047
Si  0.052  -0.0846  0.0007
Si  -0.0558  -0.0241  -0.0293
Si  -0.0576  0.023  -0.0364
Si  0.1008  -0.0347  0.0019
Si  -0.0468  0.0394  -0.0411
Si  0.0772  -0.0485  0.0167
Si  0.069  -0.0472  0.0112
Si  -0.0379  -0.0026  -0.0195
Si  -0.1257  0.1442  0.3066
Si  -0.113  0.0093  -0.4231
Si  -0.0253  0.171  0.5956
Si  -0.1581  0.0162  -0.3568
Si  0.0718  -0.0824  -0.5826
Si  -0.1234  0.1034  0.5935
Si  0.1847  -0.0287  -0.5037
Si  -0.2583  0.0106  0.4629
Si  0.0055  0.0063  0.0127
Si  0.0007  -0.0153  -0.0202
Si  -0.0198  0.014  0.0134
Si  0.0207  0.0152  -0.0243
Si  0.0167  -0.0004  0.0294
Si  0.0034  0.007  0.0219
Si  0.0072  -0.0261  0.0325
Si  0.0154  -0.0163  0.021
Si  -0.0506  -0.0125  -0.0016
Si  0.0038  -0.0133  -0.0002
Si  0.0593  0.0015  0.0048
Si  -0.0505  -0.0139  0.0002
Si  0.04  -0.0178  -0.0238
Si  -0.0438  0.0155  -0.0084
Si  -0.0362  0.024  -0.0281
Si  0.0406  0.0001  -0.0355
Si  0.0576  -0.03  0.025
Si  0.0001  0.0139  0.022
Si  -0.0437  0.0189  0.0143
Si  0.0179  -0.0067  0.0355
Si  -0.0457  0.0054  0.0535
Si  0.0394  -0.0378  0.101
Si  0.025  0.0317  0.0462
Si  -0.0491  0.0503  0.0007
H  0.015  -0.0056  -0.0143
H  -0.0153  0.0097  0.0146
O  -0.0094  0.0489  0.0369
O  0.0087  -0.0256  0.0222
O  0.0235  -0.0066  0.0082
O  -0.0018  0.0114  -0.0148
O  -0.027  0.0093  -0.0203
O  -0.0047  -0.0355  0.0385
H  0.0039  -0.0098  -0.0143
H  -0.0061  0.0246  -0.0037
O  -0.0049  -0.0039  -0.0228
O  -0.0179  0.0125  -0.0185
O  -0.0353  -0.0644  -0.0006
O  -0.0039  -0.0018  -0.0138
O  -0.0412  -0.055  0.0888
O  0.0024  -0.0034  -0.0074
Si  -0.014  -0.0001  0.0041
Si  0.0012  0.0177  0.0024
Si  -0.0358  -0.0099  -0.0083
Si  -0.0008  0.003  -0.0051
Si  0.0122  -0.0137  0.0066
Si  0.0026  -0.0093  -0.0022
Si  -0.016  -0.0124  -0.0065
Si  0.0282  -0.0066  0.0224
Si  0.0048  0.0165  0.0062
Si  0.0125  0.0228  -0.0901
Si  -0.0044  0.0107  -0.0147
Si  0.009  0.0017  -0.0038
Si  0.013  -0.0134  -0.0095
Si  0.0267  -0.0079  0.0732
Si  -0.0143  -0.0041  -0.0059
Si  0.0109  -0.0081  -0.0078
Si  0.0036  -0.0081  -0.003
Si  -0.0045  -0.0183  -0.0063
Si  -0.0027  -0.0194  0.0144
Si  0.0184  -0.0038  -0.0092
Si  -0.0005  -0.0351  -0.0807
Si  -0.005  0.0347  -0.0438
Si  0.0647  0.0389  0.0861
Si  -0.001  -0.0232  -0.0335
Si  -0.0069  -0.0038  -0.0204
Si  -0.0177  0.0035  0.075
Si  0.0045  0.0102  -0.0023
Si  0.0004  0.0133  0.0057
Si  0.0173  -0.0115  -0.0113
Si  0.0405  0.0293  0.0912
Si  0.0233  -0.027  -0.0804
Si  0.0128  -0.0009  -0.0113
Si  -0.0054  -0.0016  -0.0168
Si  -0.0032  -0.0201  -0.0129
Si  -0.0019  0.0028  -0.0012
Si  -0.0461  -0.0296  0.0512
O  0.0055  -0.0274  0.0248
O  0.0199  0.048  -0.0003
O  0.0036  0.0115  -0.015
O  0.0007  -0.0018  -0.0001
O  0.0109  0.0109  0.0006
O  -0.0003  0.0035  0.0105
O  -0.0064  0.0086  0.0076
O  -0.0122  -0.0044  -0.016
O  0.0022  0.0068  -0.0106
O  0.0133  0.0035  -0.0028
O  -0.0039  0.0115  -0.0139
O  -0.0367  0.0025  0.0335
O  0.0005  0.0033  0.0032
O  -0.0041  -0.004  0.0039
O  -0.0059  -0.0147  -0.0014
O  0.0071  0.0067  0.0067
O  -0.0073  -0.0087  -0.0074
O  -0.0129  0.0066  -0.0073
O  -0.0221  0.0181  0.0285
O  0.001  0.0049  -0.0069
O  -0.0006  -0.0018  -0.0032
O  -0.0038  -0.0134  0.0038
O  -0.0029  0.0103  0.0021
O  0.0149  0.0001  0.0074
O  0.0078  0.0088  0.0163
O  0.0034  -0.0088  -0.0063
O  0.002  -0.0002  0.0015
O  0.0205  -0.0403  -0.0322
O  0.0148  -0.0076  0.0012
O  -0.0122  -0.0071  -0.0158
O  -0.0027  0.0028  0.0107
O  0.0082  0.0111  0.0146
O  -0.0016  -0.0004  0.0015
O  -0.0208  0.0117  0.0242
O  0.0016  -0.0059  -0.0072
O  0.0008  0.0023  -0.001
O  0.0007  0.0037  0.0081
O  0.0024  -0.0012  -0.004
O  0.0068  -0.0091  -0.0025
O  -0.0035  -0.0004  -0.0086
O  0.0075  0.0035  0.0063
O  0.0036  0.0139  0.0093
O  0.0043  0.0013  0.0057
O  0.0111  0.0031  -0.0065
O  -0.0176  -0.0048  -0.0188
O  -0.0101  0.0088  0.0017
O  0.0134  0.0004  -0.0081
O  0.0191  -0.0071  0.0093
O  -0.0011  0.0058  0.0058
O  0.0001  0.0008  0.0068
O  0.0049  0.0025  0.0003
O  -0.0034  -0.0048  -0.0042
O  0.0013  -0.001  -0.0103
O  -0.0013  -0.018  -0.0057
O  0.0012  -0.0029  0.0103
O  -0.0021  0.0093  0.0089
O  0.0067  -0.0041  0.0103
O  0.0243  -0.0148  -0.0237
O  0.0069  -0.0044  -0.0026
O  0.0115  0.008  -0.006
O  -0.0109  0.0051  0.0064
O  -0.0032  0.0031  0.0068
O  0.0017  0.0133  -0.0027
O  -0.012  0.0101  0.0134
O  0.005  0.0267  -0.0143
O  0.0034  -0.001  0.0039

The program warned: the cutoff lies below the one the program advises for these potential files; the forces do not sum to zero within the program's tolerance; the exchange-correlation potential is rough where the density is thin.
